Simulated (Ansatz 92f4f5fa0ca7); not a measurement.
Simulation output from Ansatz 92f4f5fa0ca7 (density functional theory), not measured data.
Periodic cell of 166 atoms, Si98O68, from a study of silicon, its oxide and their interface. The atomic structure is a simulated model.

Settings: functional r2SCAN; potential files Ansatz norm-conserving; basis plane waves; wave-function cutoff 1300 eV; density cutoff ratio 4; exchange-correlation grid ratio 1; k mesh 2 x 2 x 1, shifted by 0.5 0.5 0.5 of a step; self-consistency stop 5e-08 eV per atom in the density residual; occupations Fermi-Dirac, 0.05 eV; spin none; net charge 0.

Cell vectors (angstrom)
a  10.88  0  0
b  0  10.88  0
c  0  0  24.3911

Atoms: element, x, y, z (angstrom)
Si  -0.5405  0.2112  0.213
Si  2.0667  2.3363  0.2577
Si  -0.38  4.1216  -0.0977
Si  3.2533  7.0641  -0.1742
Si  6.0389  -0.9431  -0.6607
Si  8.1035  2.4096  0.4926
Si  5.8047  4.746  -0.0465
Si  8.1865  8.6775  -0.8088
Si  0.9694  1.0694  1.767
Si  4.2077  3.7587  1.353
Si  0.3356  7.0392  0.3798
Si  4.4276  9.0751  0.967
Si  6.4576  0.8088  1.0681
Si  9.3276  3.8581  1.8115
Si  6.9745  7.0725  1.2207
Si  9.09  9.412  1.2091
Si  -0.0354  2.8461  2.9823
Si  2.4264  -0.3347  2.8194
Si  -0.1767  7.8417  2.3976
Si  2.8156  5.6228  2.3318
Si  5.0629  2.1892  2.7269
Si  7.9763  -0.2443  2.6655
Si  5.5284  8.0702  2.8542
Si  7.6789  5.4154  2.7078
Si  1.2267  4.4237  4.136
Si  3.9425  0.8851  4.2489
Si  1.0971  9.0381  4.0515
Si  3.8204  6.9352  4.0284
Si  6.1123  3.9531  3.9236
Si  9.1969  1.2244  4.0566
Si  6.9275  9.4944  4.1573
Si  9.2668  6.5229  4.141
Si  -0.2239  -0.1246  5.3496
Si  2.4073  2.4333  5.2675
Si  -0.3337  5.3814  5.6726
Si  2.4782  8.287  5.5958
Si  5.5526  -0.128  5.4353
Si  7.8592  2.6229  5.1271
Si  5.0594  5.6872  5.6714
Si  8.2049  8.1288  5.5901
Si  1.1549  1.046  6.6703
Si  3.7118  3.9135  6.5588
Si  1.1203  6.9143  6.8073
Si  3.9112  9.5843  6.9645
Si  6.7954  1.3371  6.7515
Si  9.042  3.8529  6.854
Si  6.6663  7.0379  6.8317
Si  9.3933  9.6029  7.0881
Si  -0.1618  2.3755  8.1675
Si  2.818  0.3947  8.243
Si  0.1951  8.4877  8.3763
Si  2.7006  5.4243  8.0994
Si  5.2007  2.6533  7.9723
Si  8.0808  0.3057  8.2994
Si  5.3085  8.4625  8.2056
Si  8.4154  5.6674  8.165
Si  1.5707  3.9198  9.3777
Si  4.574  1.1464  9.7517
Si  1.4427  10.0791  9.7711
Si  4.4629  6.541  9.3686
Si  5.8596  4.6741  9.2632
Si  9.514  1.3749  10.0004
Si  6.4649  10.2828  9.5432
Si  9.6056  7.2867  9.5568
Si  0.7393  0.8049  11.2564
Si  3.0898  2.7673  10.81
Si  0.5191  6.4307  10.7268
Si  2.5561  7.5004  10.9363
Si  7.4741  -0.2856  12.0131
Si  7.9105  2.336  11.6686
Si  5.4559  4.318  11.5131
Si  7.9308  8.3117  10.8431
Si  -2.3739  4.1331  13.9578
Si  0.9777  7.3404  13.3455
Si  4.0396  9.3953  15.3913
Si  6.6507  6.5243  13.1277
Si  1.1589  5.3221  17.5516
Si  8.751  2.8579  17.7801
Si  5.9877  9.4931  14.0095
Si  7.7051  1.4403  14.0867
Si  14.9522  9.5426  18.2641
Si  12.0196  10.1323  14.2396
Si  0.8652  2.4283  17.5708
Si  -0.2168  5.6498  15.7382
Si  4.3956  -5.5743  21.9862
Si  10.1637  1.3742  15.5545
Si  14.4611  -3.7914  17.2824
Si  1.2379  10.3318  22.1006
Si  6.5916  17.204  20.4382
Si  3.8937  0.2177  22.9321
Si  -0.5212  6.5543  19.9311
Si  8.5847  -4.7918  17.4429
Si  6.0339  7.2088  18.4548
Si  15.1218  2.455  20.8066
Si  2.5137  0.7828  19.489
Si  10.265  7.9152  21.9245
Si  8.8983  4.6051  21.5904
Si  7.1095  3.2459  19.9987
O  -1.8261  1.2624  -0.2677
O  2.8147  -0.8327  -2.0353
O  3.8576  4.0015  -3.0202
O  0.8732  3.1521  -0.5188
O  3.1173  2.266  -4.7511
O  0.6133  5.4571  0.3255
O  0.4347  11.224  -1.2894
O  3.0887  -0.9289  1.3751
O  7.1817  3.9539  0.2491
O  8.2838  3.3038  -3.2943
O  16.633  2.5286  -4.0762
O  9.5433  4.151  -1.3499
O  6.6212  4.7645  -4.7235
O  9.2206  6.839  -5.5686
O  5.9129  6.5108  -0.0094
O  1.0127  0.018  12.7824
O  -4.0395  0.0603  14.4424
O  1.7219  2.1162  11.594
O  3.7841  3.6504  11.903
O  2.4221  9.1931  10.7949
O  0.7116  4.9378  10.4568
O  2.5082  7.0966  12.6851
O  4.325  10.2124  16.808
O  6.0226  -1.2112  12.2702
O  6.4431  2.9837  11.6778
O  9.3813  1.3108  14.1891
O  7.4122  4.9723  9.4404
O  5.6387  5.347  12.8392
O  -2.095  3.3978  12.4918
O  0.1417  -0.0589  15.3746
O  -0.0533  6.7096  12.2245
O  6.6006  7.9248  14.1944
O  8.5801  9.388  12.0538
O  4.1105  7.9076  15.8934
O  7.8392  5.6621  13.8907
O  0.4941  8.6793  13.8361
O  1.3513  11.353  20.7139
O  -0.9677  4.3501  14.8313
O  25.0626  -5.0111  23.0369
O  12.6351  3.7026  17.7093
O  5.4806  8.762  18.6981
O  2.628  9.851  14.786
O  2.286  6.3681  16.9195
O  10.4232  13.7204  18.5741
O  12.4929  1.0945  17.9852
O  8.522  4.4294  17.5237
O  7.0021  7.2022  11.6294
O  7.2757  13.8151  14.6925
O  14.5947  10.6066  19.4095
O  11.3659  2.3547  15.9649
O  0.746  6.3066  14.5998
O  -2.0397  1.8451  16.5005
O  -1.5058  6.5473  16.1256
O  -3.7154  6.9426  17.359
O  3.0621  -2.6053  18.3488
O  4.835  -4.6938  17.8666
O  11.7036  6.1359  18.9161
O  8.8178  -2.102  22.2265
O  2.9527  -9.7  23.9443
O  5.1094  6.4999  21.1141
O  1.6042  7.6054  24.0967
O  10.0078  5.1963  20.6063
O  4.0752  1.2959  21.7871
O  5.7354  4.6672  22.7175
O  11.5112  8.7634  21.9667
O  10.0407  7.1284  23.4386
O  7.8374  6.0769  21.5939
O  7.5561  2.3005  18.6668

Results
free energy: -43060.312 eV
free energy less fixed offsets of O -463.61, Si -117.95 eV per atom: 24.268 eV
pressure: -1.44 GPa
stress xx, yy, zz, yz, xz, xy (GPa, positive in tension): 0.91, 1.75, 1.66, 1.9, -0.36, -1.83

Forces (eV/angstrom), in the order of the atoms: element, x, y, z
Si  0.2718  2.0951  -1.8641
Si  1.6554  0.9915  0.7513
Si  2.9069  1.7404  1.3635
Si  -2.2235  0.1451  1.4669
Si  -1.8494  1.2895  1.2664
Si  -1.5642  0.4692  1.205
Si  0.8482  1.131  -0.7806
Si  -3.7977  -0.7144  6.7876
Si  -0.4592  1.6609  0.7715
Si  -3.0894  0.7199  -0.5332
Si  -1.8319  -2.2728  -1.716
Si  0.3096  -1.1319  -0.2742
Si  0.1998  0.5777  0.9504
Si  -1.7425  0.0446  -0.6449
Si  -0.4856  0.1544  -1.4381
Si  2.2202  -1.1151  -0.7316
Si  0.0054  -1.9278  1.3274
Si  0.2897  -0.3166  -0.2018
Si  -1.9303  0.4128  1.7532
Si  0.3374  -0.4932  0.1541
Si  0.9697  -0.197  -0.8215
Si  -0.0993  2.6865  -1.2842
Si  -0.0959  0.7198  -0.3437
Si  1.0805  -0.9705  0.2683
Si  1.0008  -1.3355  -0.5497
Si  -1.525  0.9909  -1.1652
Si  -1.0475  2.0964  -1.1681
Si  0.5708  -0.4267  0.7245
Si  1.4895  0.5057  0.8849
Si  2.4133  0.3167  -0.8458
Si  -1.07  -2.1032  0.8524
Si  -0.3046  1.2357  -1.0588
Si  -1.1302  -1.7184  -0.465
Si  0.2158  1.5605  -0.183
Si  0.7246  -0.3806  -0.091
Si  1.346  -1.1654  -0.333
Si  -0.9112  -0.5953  1.8548
Si  -1.4591  1.6666  1.2253
Si  0.2139  -1.4739  -1.6755
Si  0.3684  0.5711  -0.7399
Si  0.6879  1.635  1.0693
Si  0.5347  0.0815  0.9492
Si  0.5772  -0.9923  1.5441
Si  -0.5676  1.3378  -1.5968
Si  -0.6845  1.5342  -0.3371
Si  1.9655  -0.2478  -0.235
Si  0.213  -1.1169  1.0966
Si  0.763  0.0412  -0.9072
Si  0.2107  1.8715  0.2979
Si  0.0538  -1.3166  -0.0347
Si  -0.5953  1.3003  -0.8087
Si  -0.3188  0.6158  -1.1637
Si  0.1826  0.7853  0.4643
Si  1.6212  -0.6486  0.1718
Si  1.3013  -1.1368  1.3277
Si  -2.2652  0.4351  1.2379
Si  -0.9807  0.3294  -0.1157
Si  -0.5869  0.4331  -1.1517
Si  1.0649  -0.8417  -1.0624
Si  -1.7095  1.172  -0.2211
Si  -1.504  -0.457  0.2359
Si  -0.6711  0.5035  0.1762
Si  -0.4328  -1.8597  1.3523
Si  -0.5142  -1.2804  -0.3524
Si  0.2869  -0.2486  2.9459
Si  -2.2267  -1.9873  -0.7514
Si  -1.7729  2.4517  0.3125
Si  1.2339  0.3758  1.3308
Si  -1.7881  0.1314  -2.9101
Si  0.4196  -1.7319  -0.345
Si  -2.5956  -1.6388  1.9781
Si  -0.5162  1.0792  0.6186
Si  -0.4478  0.5648  1.1691
Si  0.9338  -6.0132  -0.7479
Si  1.0023  1.635  -0.0181
Si  3.06  2.866  0.8855
Si  1.8054  -1.1553  0.2419
Si  3.8997  -0.7171  0.539
Si  -0.1419  -0.6545  -1.5211
Si  0.3895  0.413  -0.6573
Si  1.9931  -1.0299  0.6264
Si  -2.4229  0.8721  -1.2162
Si  -1.8975  0.2408  0.7532
Si  -0.2982  -1.5057  -3.9428
Si  2.1779  0.7141  1.3352
Si  0.9996  -1.28  0.2973
Si  1.7143  1.6298  -0.2955
Si  1.2454  -0.0725  -2.8436
Si  1.1017  -3.0929  1.1141
Si  -0.1337  0.4308  1.7851
Si  1.7122  0.3162  -2.2551
Si  -1.4648  1.5999  1.4182
Si  -0.4516  0.9565  0.0242
Si  -0.5287  4.686  -1.2998
Si  -4.4361  1.3437  -0.6196
Si  -4.0871  -2.4342  1.2366
Si  1.06  4.9808  3.148
Si  -1.36  -0.1927  -2.284
O  1.3113  -0.0677  0.0587
O  -0.1137  -1.0337  0.5477
O  -1.475  -3.1395  -2.1833
O  0.2513  -0.7273  -0.1902
O  1.0779  -0.3561  0.8118
O  -1.6533  -1.7955  -0.4284
O  -2.2892  -0.7852  2.6681
O  0.4111  -0.2945  0.4351
O  0.6969  -1.4703  -0.5387
O  -1.9997  -3.0579  -1.4413
O  -0.7134  -1.3382  0.8659
O  -1.3602  1.3315  -2.7221
O  0.8476  0.8163  0.6002
O  -0.7514  -0.6609  -1.2568
O  0.1253  -2.5915  1.5474
O  -0.3221  0.6445  -0.2809
O  0.2837  -0.8402  0.3502
O  -0.0704  -0.7965  -1.0868
O  3.7604  2.2288  0.4141
O  0.3756  -1.8447  0.0397
O  0.9418  -4.7311  -0.9567
O  -0.8084  1.6198  -1.3061
O  -0.72  0.3769  -0.0163
O  0.3774  1.5924  3.6165
O  -1.0734  0.2928  -0.131
O  -2.0403  0.0809  -1.2781
O  2.7785  0.8796  -0.8994
O  -1.653  -1.0343  -1.6084
O  1.0673  2.0973  1.6506
O  0.3731  -0.1571  -0.0037
O  0.4291  0.6402  0.6699
O  -0.9338  -0.596  -1.4848
O  0.2556  -0.6948  -0.5646
O  -0.7063  -2.8375  1.5128
O  0.3746  -1.2189  -0.5519
O  -0.378  4.1273  1.6148
O  1.2204  -1.5229  -0.7934
O  -1.2418  0.2348  0.0157
O  0.2497  1.5407  0.5782
O  0.836  4.999  -0.0447
O  0.4448  -0.5407  -0.8459
O  -0.2528  0.4501  -0.2641
O  -2.0052  -3.169  -0.4173
O  -2.5015  -1.0411  -3.0263
O  1.6181  -2.0245  2.6969
O  -0.0296  1.9564  -0.3502
O  0.2286  -0.8535  1.0429
O  2.1718  0.8954  -1.5498
O  -0.4878  -0.0893  -0.5324
O  -0.2811  -0.0013  1.0131
O  -0.0261  -0.0358  0.8871
O  1.5649  -0.7213  0.5746
O  0.2336  0.1925  0.5823
O  1.6225  -0.9088  -0.5367
O  0.2525  0.0136  -1.1699
O  -1.069  2.0146  0.2494
O  -1.5363  0.2788  1.7357
O  2.9231  0.3915  -5.9871
O  1.3034  -0.784  -0.9479
O  -0.6596  -0.2727  0.2212
O  4.371  1.5152  -0.9386
O  0.1855  -2.7477  1.1939
O  0.6991  -0.7809  0.3571
O  -0.9733  -0.2411  0.5725
O  3.3825  4.6996  -0.5934
O  1.0828  0.729  0.2139
O  0.1549  -1.4928  -0.9913
O  0.2138  1.4991  1.893
